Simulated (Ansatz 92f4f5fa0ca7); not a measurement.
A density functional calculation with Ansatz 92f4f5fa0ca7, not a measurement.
Periodic cell of 224 atoms, Si133O88H3, from a study of silicon, its oxide and their interface. The atomic structure is a simulated model.

Settings
functional: PBE
potential files: Ansatz PAW
basis: plane waves
wave-function cutoff: 700 eV
density cutoff ratio: 5
exchange-correlation grid ratio: 1
k mesh: 2 x 2 x 1, shifted by 0.5 0.5 0.5 of a step
self-consistency stop: 5e-08 eV per atom in the density residual
occupations: fixed
spin: none
net charge: -1 e, with a uniform compensating background and no finite-size correction

Cell vectors (angstrom)
a 10.938 0 0
b 0 10.938 0
c 0 0 31.948

Atoms and the computed forces on them: element, x, y, z (angstrom), force x, y, z (eV/angstrom)
Si 0.301 10.5423 24.3977 0.0315 -0.0221 -0.0394
Si 5.2267 0.1449 24.5273 -0.0285 0.0108 -0.0334
Si 2.9787 2.3423 24.5256 0.014 -0.0257 -0.0369
Si 7.9375 2.9258 24.5004 -0.0125 0.0337 -0.014
Si 10.6308 5.4221 24.445 -0.0264 -0.001 -0.0384
Si 5.772 5.2036 24.438 0.0168 -0.01 -0.0438
Si 2.5926 8.3572 24.537 0.0042 0.0308 -0.0267
Si 8.5305 7.7759 24.4197 0.0248 -0.0297 -0.0194
Si 1.3642 1.227 25.8025 -0.0078 -0.0087 0.0106
Si 6.8226 1.315 25.7982 0.0082 0.0192 0.0198
Si 4.1426 4.0257 25.7217 0.0058 0.0055 0.001
Si 9.4819 4.0236 25.906 -0.0126 -0.0144 -0.0015
Si 1.3673 6.6747 25.6667 -0.0081 0.0032 0.0054
Si 6.9049 6.752 25.8046 0.0142 0.0127 0.0076
Si 4.0929 9.5337 25.8972 0.0197 0.0131 -0.0082
Si 9.614 9.4399 25.7097 -0.0151 0.0034 0.025
Si 2.7239 -0.0523 27.2563 0.0002 0.0068 -0.01
Si 8.2443 -0.0805 27.0852 0.0037 -0.0041 -0.0117
Si 0.0068 2.6497 27.1408 0.0093 -0.0121 -0.0039
Si 5.4724 2.6902 27.1848 0.0007 0.0138 -0.0056
Si 2.7593 5.3919 27.0858 -0.0032 0.0064 0.0153
Si 8.1919 5.4276 27.2723 -0.0051 -0.0027 -0.0076
Si 0.0438 8.0972 27.115 0.0037 0.0019 -0.0056
Si 5.5173 8.1436 27.1479 0.0039 0.0026 -0.0028
Si 4.0962 1.3513 28.5637 -0.0012 0.0023 -0.0122
Si 9.5749 1.3003 28.5069 -0.0126 -0.003 -0.0078
Si 1.3765 4.0575 28.4892 0.0002 0.0081 -0.0194
Si 6.8165 4.0544 28.579 -0.0173 -0.0092 -0.0098
Si 4.1078 6.7851 28.4907 -0.0136 -0.0129 -0.0224
Si 9.5986 6.8126 28.55 0.0075 0.0143 -0.0099
Si 1.3582 9.4856 28.5438 -0.0151 -0.0117 -0.0084
Si 6.8651 9.5394 28.5056 -0.0035 0.0044 -0.0058
Si 0.011 -0.0376 29.8928 -0.0092 0.0108 -0.0009
Si 5.4902 -0.019 29.889 0.0118 -0.0113 -0.0023
Si 2.7351 2.7327 29.9034 -0.0017 0.003 0.0026
Si 8.2216 2.6983 29.8963 0.0159 -0.0134 -0.0203
Si 0.0271 5.4412 29.8894 0.0099 -0.014 0.0034
Si 5.4644 5.4537 29.9054 -0.0063 0.0116 -0.0054
Si 2.7578 8.1656 29.8932 0.0133 -0.0093 -0.0014
Si 8.2246 8.1914 29.898 -0.0081 0.0049 -0.0004
Si 1.3673 1.3673 31.2643 -0.0396 -0.1014 -0.038
Si 6.8362 1.3673 31.2643 0.0637 -0.1441 0.0067
Si 4.1018 4.1018 31.2643 -0.0931 -0.0122 0.1338
Si 9.5708 4.1018 31.2643 0.1281 -0.1212 -0.1138
Si 1.3673 6.8362 31.2643 0.0955 -0.1761 -0.0162
Si 6.8362 6.8362 31.2643 0.0156 -0.0008 -0.0381
Si 4.1018 9.5708 31.2643 0.1107 -0.1054 -0.1153
Si 9.5708 9.5708 31.2643 0.0084 -0.0031 0.1314
Si 2.7345 0 0.6835 0.1055 0.1255 0.0028
Si 8.2035 0 0.6835 -0.1485 0.1017 0.0233
Si 0 2.7345 0.6835 -0.1264 0.2072 -0.035
Si 5.469 2.7345 0.6835 -0.0093 0.0015 -0.0299
Si 2.7345 5.469 0.6835 -0.0239 0.1149 0.1188
Si 8.2035 5.469 0.6835 -0.0249 0.0138 0.1052
Si 0 8.2035 0.6835 0.0106 -0.1021 -0.1026
Si 5.469 8.2035 0.6835 -0.0215 0.1561 0.031
Si 4.1028 1.386 2.0662 0.0054 -0.013 0.0002
Si 9.531 1.4168 2.038 -0.0157 0.0146 0.008
Si 1.3473 4.1292 2.0533 -0.0067 0.0121 0.0031
Si 6.8154 4.1122 2.0585 -0.0032 0.0021 -0.0091
Si 4.1111 6.8493 2.0598 -0.0114 0.0116 -0.0026
Si 9.5638 6.8573 2.0595 0.0109 -0.0108 -0.0012
Si 1.3821 9.5585 2.0287 0.0017 -0.0073 0.0116
Si 6.8143 9.599 2.0606 -0.0133 0.0113 0.0033
Si -0.0062 0.0267 3.2993 0.002 0.002 0.0194
Si 5.4783 0.0506 3.4748 0.014 -0.0089 -0.003
Si 2.7502 2.8025 3.4016 0.0043 0.0225 -0.0043
Si 8.1615 2.7688 3.4617 0.0087 -0.0016 0.0031
Si -0.0126 5.5034 3.4504 0.0191 0.0039 0.0123
Si 5.484 5.5073 3.4378 0.0048 -0.0095 0.0146
Si 2.7742 8.248 3.4373 -0.0021 -0.0019 0.0122
Si 8.1846 8.2375 3.4093 -0.0046 0.0102 -0.0063
Si 1.3766 1.3501 4.6407 -0.0112 -0.0195 0.0129
Si 6.7695 1.4643 4.8988 -0.0055 0.0017 -0.0005
Si 4.0785 4.1915 4.8122 -0.0033 -0.005 0.0048
Si 9.4937 4.1828 4.8158 -0.0203 0.0152 -0.0169
Si 1.3692 6.9249 4.7888 0.0064 -0.0151 -0.0154
Si 6.9056 6.8298 4.8155 -0.0048 0.0012 -0.0022
Si 4.1323 9.6128 4.8578 -0.0066 0.0083 -0.0064
Si 9.5328 9.7035 4.6879 0.0075 -0.0011 0.0135
Si 2.7342 0.1136 6.1417 -0.0304 0.0075 -0.0038
Si 8.2055 0.0656 6.1908 0.0157 -0.0165 -0.034
Si -0.0406 2.6823 5.9399 -0.0211 -0.013 0.0082
Si 5.5018 2.9711 6.2581 0.052 0.0277 -0.0035
Si 2.7104 5.6039 6.2176 0.0059 -0.0067 -0.0161
Si 8.1784 5.4808 6.3244 -0.0485 -0.0371 0.0028
Si -0.0001 8.3958 6.0205 0.0089 -0.0043 0.0153
Si 5.5423 8.2107 6.1774 0.0055 0.0291 0.0063
Si 3.7726 1.8408 7.4012 -0.0214 0.0138 0.0241
Si 9.8236 1.2335 7.4782 0.0383 -0.0022 0.0399
Si 1.4186 3.906 7.2359 0.0005 -0.0222 0.0281
Si 6.62 4.3995 7.9139 -0.0369 0.024 0.0542
Si 4.3395 6.7393 7.5877 0.0327 -0.0248 0.0362
Si 9.5124 7.1831 7.395 0.0211 0.0345 0.0192
Si 1.1162 9.9268 7.4445 -0.0252 -0.0035 0.0044
Si 7.1924 9.3065 7.487 0.0165 -0.0394 0.0159
O 9.6211 6.6162 23.8849 -0.0059 -0.0057 -0.0093
O 4.1115 1.2525 23.994 0.0041 -0.0036 -0.0185
O 8.3594 8.2229 8.0138 -0.0164 0.0135 0.0225
O 2.5758 2.9036 7.8475 -0.0045 0.0028 0.027
O 6.8533 4.0603 23.9229 -0.0027 -0.0021 -0.0135
O 1.463 9.4349 24.0008 -0.0072 0.0021 -0.0237
O 5.3968 5.6101 8.1305 0.0039 0.0078 -0.0079
O -0.0042 0.0972 7.9696 -0.0003 0.0096 0.0129
H 6.586 9.8834 8.7235 0.0054 -0.0026 -0.0037
O 10.6523 6.8256 8.5903 -0.0151 -0.0237 0.0096
O 1.7143 9.2616 8.8357 0.019 -0.0034 0.0059
O 4.2265 1.292 8.878 -0.0061 -0.0185 0.0234
O 0.3575 4.2594 8.4619 0.0131 0.029 0.0198
O 9.2526 1.9755 8.8585 0.013 -0.0202 -0.0001
O 3.7385 7.539 8.9231 -0.0162 0.0122 0.0027
H 7.9462 8.3455 23.1725 0.0021 -0.001 0.0048
H 8.5987 2.33 23.3002 -0.0069 0.0021 0.0043
O 5.2598 5.9695 23.0615 -0.0113 0.0078 0.0001
O 2.2409 2.8399 23.1436 -0.0169 0.0047 -0.0022
O 10.6854 0.1118 22.9165 0.0185 0.0036 -0.0079
O 0.0421 4.3863 23.1847 0.0269 0.0101 -0.0025
O 3.4385 7.9142 23.1977 0.0055 -0.0171 -0.0088
O 5.9052 10.3917 23.1858 -0.0194 -0.0005 -0.0175
Si 9.5598 9.3194 14.9605 0.0013 -0.0033 -0.0024
Si 2.4367 4.9754 11.58 -0.0089 -0.0006 -0.0034
Si 0.8428 0.7038 14.6759 0.0024 0.0025 -0.0076
Si 10.0443 9.9379 18.8512 -0.0058 -0.0018 -0.0003
Si 6.8083 0.4106 11.6397 -0.0027 0.0027 0.0049
Si 9.557 7.1886 12.689 0.0016 -0.0049 -0.0048
Si 2.0411 9.2086 17.9358 0.0036 0.0006 -0.0056
Si 2.9596 8.7198 9.734 -0.0014 0.0011 -0.0112
Si 4.1738 2.5041 16.841 -0.0007 0.0035 -0.0051
Si 4.5062 7.1561 22.2394 -0.006 -0.0003 0.0079
Si 10.8694 5.3498 16.7467 -0.0018 -0.0074 -0.0089
Si 2.6137 6.3764 17.8717 -0.0043 -0.0072 0.0021
Si 0.9666 2.5599 17.2457 0.0032 0 -0.0009
Si 5.7312 6.6101 16.9608 -0.0041 -0.0017 -0.002
Si 8.5914 4.7316 11.4457 0.008 0.0037 -0.0029
Si 11.0017 5.4963 9.4719 -0.003 0.0004 -0.0306
Si 3.0973 0.1133 20.1884 -0.0011 -0.0002 -0.0012
Si 1.628 7.5798 12.441 0.0008 -0.0022 -0.0021
Si 5.7176 9.8878 21.6476 0.0023 -0.0075 0.0119
Si 1.3555 1.9055 11.7412 0.0004 0.0055 0.001
Si 0.2592 0.5535 21.4272 -0.0039 0.005 0.0096
Si 2.6871 9.447 14.8049 -0.0026 -0.0002 -0.0021
Si 8.9342 3.3126 15.5416 -0.0018 0.0027 -0.0082
Si 1.0268 3.4603 22.2615 0.0011 0.0087 0.0077
Si 9.3429 1.8682 10.4886 -0.0027 0.0054 -0.0125
Si 5.5759 8.7866 14.9828 0.0007 -0.004 -0.0033
Si 6.7961 8.3104 12.2717 -0.0018 0.0006 -0.002
Si 3.0401 5.0678 20.4892 -0.0047 0.0018 0.0029
Si 9.3974 1.6403 18.2253 -0.0065 0.0009 -0.0002
Si 7.9354 0.9165 14.4106 -0.0043 0.003 -0.0064
Si 5.9505 4.305 15.1024 -0.0029 0.003 -0.0093
Si 7.003 0.9148 19.7678 0.0011 0.0007 0.0037
Si 5.5579 5.4947 12.0979 -0.0029 -0.0058 0.0022
Si 4.6584 2.7008 19.751 -0.0015 0.0082 0.0012
Si 4.023 0.6229 10.3298 0 0.0034 -0.0201
Si 6.0415 0.2827 16.7646 -0.0015 -0.0006 0.0004
Si 8.7245 7.6682 17.5812 0.0037 0.0113 0.0018
O 0.1133 1.7678 18.425 -0.0089 -0.003 -0.0163
O 6.0151 9.6824 16.2687 -0.005 0.0177 -0.0123
O 1.482 5.5562 10.3467 0.009 -0.0209 0.0215
O 6.9468 4.9218 11.4009 -0.0047 0.0106 0.0157
O 3.3938 1.6747 19.8484 0.0225 -0.0056 0.0103
O 7.1128 7.2365 17.6728 0.0059 -0.0113 -0.0027
O 6.9426 1.0723 13.1403 0.0152 -0.0038 0.003
O 5.6884 7.1385 11.9432 0.0213 -0.0056 0.006
O 5.4043 1.0503 11.109 -0.0111 -0.012 -0.002
O 10.2641 10.6697 20.3209 0.0036 -0.0121 -0.0078
O 8.9862 8.7264 16.3648 -0.0039 -0.0042 0.0191
O 1.8663 3.4702 11.9042 0.0044 -0.0009 -0.0079
O 0.582 1.8562 15.8134 -0.0014 -0.0156 -0.0038
O 8.9003 2.7174 17.0937 0.0124 -0.0038 -0.0093
O 8.8449 3.1259 11.4254 -0.0038 -0.0061 -0.0069
O 4.9395 3.0678 18.1772 -0.0163 -0.0284 0.008
O 2.3551 11.0371 14.7501 -0.0091 -0.0118 0.0095
O 7.0707 1.0718 15.7888 -0.0064 -0.0186 -0.0022
O 9.5807 5.2703 10.2587 0.0005 -0.0066 0.0187
O 2.5847 2.6223 17.1746 0.01 0.0078 -0.0042
O 1.4504 6.1059 16.6598 0.0049 0.0165 0.0318
O 2.1586 7.7454 18.6233 0.0054 -0.0028 -0.0186
O 5.988 2.0287 20.3973 -0.0108 -0.0194 -0.0264
O 9.1709 8.5346 18.9251 0.0132 0.0093 -0.0278
O 3.6209 6.4871 21.0381 0.004 -0.0135 0.0061
O 0.8062 1.3696 13.1957 0.0102 0.0069 0.0032
O 2.1451 6.0544 12.7971 -0.0076 0.0209 -0.022
O 8.4176 1.75 19.5541 -0.0173 0.003 -0.017
O 1.8207 8.498 13.7897 0.0112 -0.0041 -0.008
O 2.6547 1.0928 11.1414 0.0002 0.0141 -0.0062
O 9.2383 10.9862 17.8632 0.0086 -0.0168 0.0158
O 6.9692 10.5375 20.7709 -0.0236 0.0139 -0.0003
O 9.1712 2.0068 14.5358 -0.0094 -0.0233 0.0225
O 10.9908 7.4911 11.9791 0.0034 -0.0003 0.0109
O 6.7289 8.5704 13.8813 -0.0127 0.0063 -0.013
O 6.4685 0.3667 18.3245 -0.0009 0.0176 -0.0001
O 0.382 4.0393 17.5837 0.01 -0.0054 0.001
O 9.1735 5.5803 12.7639 -0.0085 0.0157 -0.0158
O 8.5291 10.3555 14.2626 -0.0018 0.0029 0.0168
O 8.2484 0.6889 10.8877 -0.0126 0.0108 0.008
O 2.4423 8.1917 11.1884 -0.0093 -0.0078 0.0112
O 4.2322 9.3586 14.2951 0.0091 -0.0154 0.0164
O 6.5358 9.7359 11.5602 0.009 -0.0052 0.0112
O 5.604 8.2406 21.6425 -0.0201 0.0099 0.018
O 9.7279 7.9213 14.1386 -0.009 0.0128 -0.0124
O 8.3168 7.8667 11.8715 -0.0007 -0.0088 0.0254
O 2.5146 5.1757 18.9521 0.0101 0.0167 -0.0007
O 1.7714 0.0278 21.1144 -0.001 0.0074 -0.0181
O 1.7172 4.5217 21.246 0.0151 -0.0087 0.0049
O 10.9537 1.6815 10.8142 0.009 -0.0105 0.0023
O 10.0139 4.5847 15.5026 -0.016 -0.0049 0.0134
O 4.2958 4.03 20.5942 -0.0174 -0.0078 -0.0227
O 5.5535 5.0318 13.6918 0.0072 -0.0073 -0.0154
O 0.4982 9.6617 18.0639 -0.0015 -0.0001 0.0113
O 4.2615 6.5284 17.6948 0.0026 0.0004 -0.0066
O 3.9654 9.9478 10.1074 -0.0125 0.0129 -0.0065
O 2.522 9.0094 16.3823 -0.0057 0.0115 -0.003
O 2.9537 10.2731 18.7574 -0.0146 -0.0076 0.0119
O 7.4702 3.7365 14.9431 0.0081 0.0098 0.0016
O 5.2995 7.3304 15.5829 0.003 0.0188 -0.0028
O 10.8922 10.2845 15.0277 -0.0014 0.0094 0.0114
O 4.3197 10.4139 21.0185 0.0064 0.016 -0.0075
O 4.5527 0.9315 16.6282 0.0229 0.0191 0.0097
O 4.7048 3.2922 15.5003 0.0018 -0.0053 0.0162
O 9.7601 6.3762 17.4139 0.0007 0.0208 -0.0154
O 0.2535 2.2211 21.4706 0.0218 -0.0076 0.0157
O 6.1689 5.1416 16.4834 -0.0089 0.0166 0.0177
O 4.1096 4.9964 11.4297 0.0047 0.0081 0.0135

Results
free energy: -134654.111 eV
free energy less fixed offsets of H -17.10, O -569.03, Si -635.61 eV per atom: 7.959 eV

The program warned: the cutoff lies below the one the program advises for these potential files; the forces do not sum to zero within the program's tolerance; the exchange-correlation potential is rough where the density is thin.
